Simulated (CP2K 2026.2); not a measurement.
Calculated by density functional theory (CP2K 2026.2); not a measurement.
Periodic cell of 504 atoms, Si360O144, from a study of silicon, its oxide and their interface. The atomic structure is a simulated model.
Doubt: the forces sum to 1.18 eV/angstrom along one axis rather than to zero, so they err by at least 0.0023 eV/angstrom per atom on average; the grid cutoff is modest.

Settings
functional: PBE
method: Gaussian and plane waves
basis set: DZVP-MOLOPT-SR-GTH
pseudopotentials: GTH-PBE
grid cutoff: 300 Ry, relative cutoff 40 Ry
k points: Gamma only
occupations: fixed
spin: none
net charge: 0

Cell vectors (angstrom)
a 16.32 0 0
b 0 16.32 0
c 0.543 -5.0768 33.443

Atoms and the computed forces on them: element, x, y, z (angstrom), force x, y, z (eV/angstrom)
Si 1.62 -1.566 -0.025 -0.176 0.094 0.709
Si 4.36 1.132 0.086 -0.128 0.133 0.755
Si 1.253 4.413 -0.044 0.046 -0.237 0.685
Si 4.275 6.602 0.195 -0.093 0.173 0.741
Si 1.059 -6.649 0.023 0.271 -0.085 0.666
Si 3.813 -3.806 -0.06 0.095 -0.2 0.722
Si 6.465 -1.123 0.277 0.089 0.04 0.706
Si 9.808 0.969 0.076 -0.249 0.286 0.722
Si 6.491 4.353 -0.057 0.256 -0.207 0.721
Si 9.211 7.096 -0.089 0.255 -0.16 0.754
Si 6.966 9.323 0.022 -0.16 0.201 0.723
Si -6.572 -4.3 -0.041 -0.138 0.173 0.732
Si -4.275 -1.28 0.189 0.3 -0.122 0.713
Si -1.587 1.666 0.07 0.116 -0.217 0.714
Si -3.899 3.772 0.23 -0.008 0.154 0.668
Si -1.066 6.539 0.009 -0.125 0.049 0.701
Si -4.222 -6.358 0.134 -0.065 -0.231 0.654
Si -1.107 -4.383 0.169 -0.029 0.198 0.765
Si 2.738 -0.012 1.344 0.015 -0.025 -0.058
Si 5.474 2.747 1.359 0.001 0.002 -0.046
Si 2.708 5.456 1.466 -0.01 0.007 -0.047
Si 5.462 8.183 1.407 0.02 -0.005 -0.037
Si 2.696 -5.441 1.251 -0.019 0.007 -0.049
Si 5.288 -2.722 1.449 -0.014 -0.005 -0.039
Si 8.146 0.005 1.438 0.011 0.006 -0.041
Si -5.455 2.584 1.446 -0.003 -0.024 -0.012
Si 8.164 5.435 1.221 0.001 0.003 -0.062
Si -5.447 8.224 1.213 -0.008 0.008 -0.064
Si 8.164 10.888 1.294 0.007 -0.004 -0.046
Si -5.5 -2.783 1.445 0.005 -0.026 -0.043
Si -2.672 -0.014 1.352 0.003 0.013 -0.037
Si 0.055 2.808 1.281 -0.004 0.016 -0.046
Si -2.686 5.436 1.331 0.008 0.004 -0.044
Si -0.02 8.12 1.403 -0.017 0.004 -0.038
Si -2.712 -5.358 1.571 0.02 -0.01 -0.035
Si 0.078 -2.736 1.341 -0.002 -0.011 -0.065
Si 1.361 1.384 2.648 0 0.004 0.002
Si 4.066 4.036 2.746 0.005 0.002 0.019
Si 1.372 6.841 2.792 0 -0.004 0.014
Si 4.061 9.56 2.674 -0.016 -0.005 0.004
Si 1.391 -4.108 2.725 0.009 -0.002 0.031
Si 4.004 -1.348 2.818 -0.004 0.009 0.045
Si 6.836 1.43 2.758 -0.016 -0.015 0.029
Si 9.499 4.075 2.644 0.003 0.008 0.024
Si 6.839 6.773 2.7 -0.002 -0.018 0.035
Si 9.532 9.531 2.682 -0.009 0.009 0.02
Si 6.776 12.236 2.668 0.012 0.002 0.001
Si -6.854 -1.406 2.78 0.003 0.006 0.028
Si -4.061 1.266 2.791 0.008 -0.022 0.028
Si -1.322 4.099 2.72 0 -0.019 0.042
Si -4.094 6.839 2.607 0.01 0.006 0.007
Si -1.393 -6.862 2.784 0.013 0.009 0.022
Si -4.084 -4.011 2.86 -0.016 0.017 0.02
Si -1.303 -1.367 2.688 -0.017 -0.018 0.007
Si 0.02 0.019 4.046 0.02 -0.011 -0.013
Si 2.706 2.689 4.085 0.003 0.002 0.008
Si 0.002 5.452 4.11 -0.015 0.004 -0.006
Si 2.743 8.208 4.095 -0.008 0.004 0.003
Si 0.005 -5.462 4.08 -0.007 0.022 -0.024
Si 2.685 -2.741 4.145 -0.001 -0.004 -0.007
Si 5.443 0.028 4.083 0.002 -0.015 -0.012
Si 8.178 2.773 4.103 0.009 -0.01 0.015
Si 5.448 5.432 4.063 0.004 0.017 -0.016
Si 8.184 8.155 4.055 0.016 -0.002 -0.013
Si 5.436 10.882 4.052 0 0.012 -0.011
Si 8.103 -2.755 4.101 0.002 -0.002 0.022
Si -5.45 -0.059 4.124 0.007 0.008 0.003
Si -2.698 2.713 4.069 0.005 0 -0.017
Si -5.436 5.451 3.985 -0.003 -0.005 0.006
Si -2.771 8.12 4.095 -0.006 0 0.009
Si -5.454 -5.45 4.106 -0.009 -0.026 -0.014
Si -2.682 -2.654 4.126 -0.011 0.012 -0.001
Si 1.36 -1.34 16.346 0.004 -0.003 -0.007
Si 4.098 1.36 16.34 -0.01 0.002 -0.005
Si 1.357 4.033 16.297 0.005 -0.007 -0.012
Si 4.063 6.785 16.269 -0.002 0.024 -0.011
Si 1.372 -6.788 16.29 0.002 -0.012 -0.003
Si 4.092 -4.043 16.313 0.006 0.005 -0.008
Si 6.796 -1.35 16.347 -0.003 -0.005 -0.01
Si -6.8 1.354 16.37 0.01 -0.001 -0.003
Si 6.806 4.033 16.343 -0.011 0.005 0.003
Si -6.781 6.774 16.292 0.003 -0.014 -0.015
Si 6.811 9.531 16.287 0.003 0 -0.009
Si -6.825 -4.074 16.312 -0.002 0.011 -0.022
Si -4.088 -1.356 16.366 0.005 -0.005 -0.001
Si -1.339 1.357 16.322 0.007 -0.001 -0.012
Si -4.099 4.077 16.321 -0.005 0.002 -0.012
Si -1.385 6.793 16.284 0.004 -0.007 -0.009
Si -4.089 9.524 16.305 -0.009 0.009 -0.002
Si -1.359 -4.039 16.305 0.009 -0.014 -0.011
Si 2.725 0.028 17.702 -0.019 -0.015 0.015
Si 5.46 2.678 17.75 0.004 -0.001 0.006
Si 2.746 5.372 17.614 -0.009 -0.002 -0.014
Si 5.413 8.174 17.584 -0.002 -0.01 -0.001
Si 2.701 -5.379 17.642 -0.003 0.001 -0.003
Si 5.46 -2.722 17.715 -0.001 0.005 0.004
Si 8.136 0.008 17.734 -0.008 -0.017 -0.01
Si -5.434 2.726 17.72 0.001 0.011 0.018
Si 8.219 5.379 17.65 -0.003 -0.014 0.017
Si -5.444 8.143 17.656 0.007 0.006 -0.002
Si 8.155 10.881 17.681 -0.02 0.004 0.003
Si -5.515 -2.702 17.693 0.008 -0.002 0.001
Si -2.662 -0.01 17.696 0.004 0.004 -0.025
Si 0.003 2.71 17.706 0.013 0.005 0.016
Si -2.752 5.453 17.664 0.014 -0.01 -0.004
Si 0.015 -8.188 17.6 -0.003 0.018 0.012
Si -2.734 -5.395 17.626 0.019 0.017 0.011
Si -0.019 -2.687 17.708 0.005 0.001 -0.005
Si 1.371 1.369 19.104 0.003 0.007 -0.039
Si 4.078 4.061 19.056 -0.007 0.001 -0.009
Si 1.343 6.687 18.916 -0.021 -0.009 -0.032
Si 4.066 -6.759 18.934 0.025 0.015 -0.038
Si 1.355 -4.029 19.049 0.018 -0.013 -0.016
Si 4.117 -1.313 19.044 0.01 0.011 -0.037
Si 6.841 1.359 19.172 -0.002 0.028 0.005
Si -6.777 4.067 19.141 -0.002 0.004 -0.033
Si 6.789 6.769 18.851 -0.002 -0.007 -0.042
Si -6.803 9.494 19.006 -0.001 0.009 -0.013
Si 6.793 -4.124 19.09 -0.002 0.004 -0.024
Si 9.421 -1.388 19.11 -0.008 -0.035 0.005
Si -4.018 1.356 19.015 0.002 0.017 -0.01
Si -1.398 4.093 19.012 -0.006 0.007 -0.031
Si -4.099 6.809 19.046 0.003 -0.009 -0.005
Si -1.316 -6.762 18.899 0.009 0.006 -0.043
Si -4.122 -4.052 18.994 0.011 -0.02 -0.011
Si -1.329 -1.331 19.135 -0.001 0.014 -0.022
Si 0.044 0.013 20.545 0.023 0.001 0.062
Si 2.722 2.763 20.48 -0.017 -0.021 0.033
Si -0.023 5.41 20.371 0.002 -0.005 0.037
Si 2.715 8.099 20.129 -0.005 -0.003 0.033
Si -0.01 -5.432 20.342 -0.012 0.007 0.054
Si 2.723 -2.641 20.382 -0.017 -0.002 0.069
Si 5.469 -0.01 20.508 -0.018 -0.015 0.042
Si 8.177 2.718 20.598 0.016 0.036 0.063
Si 5.53 5.424 20.282 0.02 -0.012 0.052
Si 8.071 8.12 20.23 -0.007 -0.006 0.055
Si 5.386 -5.481 20.419 -0.015 0.001 0.033
Si 8.095 -2.801 20.556 -0.016 -0.004 0.042
Si -5.447 0.033 20.302 -0.001 0.021 0.038
Si -2.706 2.737 20.415 0.012 -0.002 0.059
Si -5.422 5.496 20.497 -0.025 0.005 0.054
Si -2.655 -8.114 20.245 0.018 0.012 0.067
Si -5.403 -5.512 20.35 0.008 -0.003 0.056
Si -2.819 -2.646 20.391 -0.024 0.005 0.038
Si 1.775 -1.013 21.813 -0.265 -0.135 -0.778
Si 3.971 1.266 21.803 0.171 0.208 -0.716
Si 1.053 3.853 21.764 0.195 0.106 -0.759
Si 4.292 6.997 21.433 -0.071 -0.073 -0.749
Si 1.177 -7.13 21.459 0.004 0.224 -0.71
Si 4.18 -3.904 21.683 -0.128 -0.175 -0.724
Si 6.434 -1.704 21.863 0.236 0.149 -0.767
Si -6.415 1.576 21.759 -0.376 -0.18 -0.698
Si 7.034 4.404 21.806 -0.133 -0.211 -0.777
Si -7.13 6.663 21.641 0.216 -0.037 -0.699
Si 6.512 -7.157 21.627 0.085 0.241 -0.726
Si 9.802 -3.987 21.706 -0.398 -0.276 -0.622
Si -4.462 -1.525 21.729 0.471 0.308 -0.651
Si -1.157 1.61 21.789 -0.108 -0.12 -0.682
Si -4.242 3.898 21.775 0.209 0.264 -0.702
Si -1.12 7.089 21.58 -0.113 -0.208 -0.7
Si -3.75 -6.61 21.629 -0.164 -0.079 -0.699
Si -1.663 -4.265 21.557 0.105 -0.008 -0.634
Si -4.5 1.364 -3.804 0.032 0.011 -0.01
Si -1.69 6.787 24.574 0.009 -0.084 -0.087
Si 4.206 -2.831 26.038 -0.07 0.032 -0.026
Si -0.358 -0.218 -2.06 0.086 -0.025 0.104
Si 2.262 7.578 -5.016 0.023 -0.02 0.021
Si 2.278 -5.426 23.679 0.093 0.042 -0.129
Si 6.816 -6.841 24.598 -0.003 -0.028 -0.158
Si 7.278 -3.289 -6.588 0.003 -0.015 -0.026
Si -2.97 -4.736 25.518 -0.157 -0.036 -0.14
Si 6.485 -5.828 -4.93 -0.025 -0.154 0.111
Si 1.115 6.508 25.839 -0.091 0.014 0.063
Si -5.563 -7.975 23.802 0.067 0.042 -0.12
Si -5.322 0.13 24.129 -0.028 -0.04 -0.17
Si -7.848 4.585 -6.927 0.064 0.048 -0.137
Si -2.533 1.264 24.564 0.009 -0.048 -0.027
Si -3.401 -2.548 -6.895 0.039 -0.095 -0.082
Si 8.152 -2.496 -2.001 0.062 -0.104 0.045
Si 0.62 5.938 -6.736 0.09 0.013 -0.091
Si 7.105 1.05 -4.363 0.025 -0.07 0.065
Si -5.702 7.381 -2.635 -0.042 0.053 0.04
Si 5.132 3.187 24.036 0.006 -0.002 -0.142
Si 3.226 3.046 -2.176 0.047 0.067 0.171
Si -2.517 -2.567 -1.938 -0.004 0.019 0.14
Si -4.925 3.831 -2.489 -0.166 0.053 0.042
Si 8.057 -4.261 25.965 0.064 0.024 0.093
Si -7.52 -7.61 -4.296 -0.037 0.01 -0.015
Si -0.059 -7.612 -6.388 0.098 -0.063 -0.005
Si -6.008 -3.917 -6.891 -0.009 -0.022 -0.198
Si 5.068 7.991 -6.323 -0.005 0.011 -0.047
Si 0.709 -2.651 -5.229 0.011 0.029 0.021
Si -6.199 3.431 -4.945 -0.039 0.108 0.169
Si -0.403 -3.779 24.16 -0.069 0.18 0.026
Si 2.768 1.47 -4.718 0.036 -0.066 0.048
Si -4.418 5.565 -4.619 0.017 -0.002 0.046
Si 2.877 5.33 23.757 -0.034 -0.116 -0.136
Si -3.164 4.135 24.751 0.007 0.046 -0.139
Si -6.804 0.236 -2.734 -0.075 0.053 0.132
Si -1.895 -3.763 -4.52 -0.023 -0.041 0.065
Si -5.383 -6.875 -6.216 0.062 -0.026 -0.022
Si 7.104 6.229 -4.883 0.003 -0.02 0.031
Si -2.148 5.054 -6.234 -0.105 -0.048 -0.098
Si -5.903 -5.064 24.566 0.105 0.025 -0.056
Si 1.445 -1.708 24.88 0.049 0.115 -0.007
Si -2.461 1.923 -5.765 0.05 0.057 0.097
Si 6.12 3.778 -2.998 -0.019 0.035 0.098
Si 6.269 -1.87 -4.171 0.088 0.003 0.081
Si 2.868 -8.022 -2.072 -0.058 0.101 0.089
Si 4.249 -5.889 25.693 0.015 0.013 0.051
Si 6.788 -1.691 24.863 -0.055 -0.047 -0.115
Si -2.541 -6.895 -4.799 -0.052 0.165 -0.007
Si -2.839 -8.055 -1.928 0.03 0.091 0.1
Si 3.459 -1.492 -4.708 -0.089 0.073 0.005
Si 0.071 0.279 -5.181 -0.105 -0.086 0.159
Si 5.075 -5.734 -2.184 0.019 0.002 0.167
Si 1.335 -1.35 5.456 -0.012 -0.004 0.014
Si 4.075 1.358 5.455 -0.002 -0.008 0.006
Si 1.365 4.075 5.442 -0.002 -0.007 0.005
Si 4.099 6.81 5.423 0.005 -0.006 0
Si 1.368 9.532 5.461 -0.003 -0.002 0.004
Si 4.094 12.234 5.452 0.003 0.006 0.003
Si 6.78 -1.355 5.446 0.001 0.012 0.012
Si 9.529 1.368 5.435 -0.002 0.002 0.012
Si 6.797 4.1 5.456 -0.013 -0.003 0.007
Si -6.779 6.792 5.405 0.004 -0.001 0.003
Si 6.797 9.508 5.409 0.006 0 -0.001
Si 9.493 12.222 5.451 0.008 0.01 0.006
Si -4.069 -1.355 5.497 -0.002 0.004 0.02
Si -1.343 1.36 5.432 -0.015 -0.017 0.001
Si -4.083 4.092 5.388 -0.001 0.005 -0.002
Si -1.383 6.789 5.455 0.004 0.002 0.007
Si -4.097 -6.813 5.455 0.005 0.003 0.015
Si -1.348 -4.081 5.439 -0.001 -0.01 0.003
Si 2.718 -0.006 6.811 0.008 -0.006 -0.001
Si 5.437 2.727 6.805 0.003 0.001 -0.002
Si 2.731 5.447 6.784 0.003 0.002 0
Si 5.451 8.159 6.794 -0.006 -0.005 -0.001
Si 2.73 10.883 6.818 -0.002 0.004 -0.003
Si 5.434 -2.716 6.815 0.002 -0.006 0.003
Si 8.16 0.005 6.79 0 0 -0.002
Si -5.429 2.734 6.78 0.003 -0.005 -0.004
Si -8.147 5.455 6.792 -0.003 0 0.002
Si 10.872 8.144 6.805 0.008 -0.005 0.001
Si 8.14 10.862 6.802 0.004 0 0.003
Si 10.873 -2.74 6.807 0.01 -0.002 0.007
Si -2.709 0.023 6.819 -0.01 -0.003 0.008
Si 0.007 2.717 6.804 -0.001 0.005 0
Si -2.737 5.425 6.799 0.009 0.003 -0.001
Si -0.007 8.16 6.797 -0.009 0.005 0.004
Si -2.72 -5.442 6.793 -0.007 -0.002 0.005
Si -0.012 -2.716 6.816 -0.007 0.015 -0.002
Si 1.363 1.36 8.168 -0.005 -0.006 -0.004
Si 4.08 4.09 8.159 0.003 0.001 -0.002
Si 1.362 6.798 8.149 -0.004 -0.004 -0.008
Si 4.088 9.513 8.163 -0.004 0.007 -0.004
Si 1.363 -4.073 8.167 0.01 0.007 -0.005
Si 4.074 -1.362 8.174 -0.004 -0.004 0.003
Si 6.801 1.361 8.155 -0.007 -0.007 -0.007
Si -6.796 4.082 8.148 0.006 0.003 -0.006
Si 6.809 6.805 8.159 0.005 0.01 0
Si 9.51 9.509 8.16 -0.007 -0.009 0.001
Si 6.797 -4.084 8.164 0.001 0.002 -0.004
Si 9.519 -1.359 8.153 0.009 0.007 -0.005
Si -4.078 1.381 8.161 0.023 0.01 0.003
Si -1.364 4.074 8.157 -0.015 -0.008 0.002
Si -4.084 6.791 8.164 -0.008 -0.001 0.003
Si -1.36 -6.798 8.158 0.003 0.005 -0.001
Si -4.082 -4.091 8.163 -0.01 -0.008 0
Si -1.368 -1.356 8.175 -0.006 -0.009 -0.002
Si 0 0 9.527 0 -0.009 -0.002
Si 2.723 2.725 9.519 0.003 0.004 -0.002
Si 0.002 5.438 9.51 0.003 0.006 -0.002
Si 2.72 8.156 9.518 0.001 0.001 -0.002
Si -0.001 -5.437 9.521 -0.004 0.001 -0.006
Si 2.716 -2.719 9.531 -0.012 -0.002 0.002
Si 5.445 0.002 9.518 0.001 0.001 -0.002
Si -8.154 2.719 9.511 0.001 0 -0.005
Si 5.446 5.442 9.517 0.002 0 -0.002
Si 8.158 8.158 9.529 -0.001 0.002 0.001
Si 5.439 -5.442 9.526 -0.006 0 0.001
Si 8.16 -2.72 9.517 -0.001 -0.007 -0.004
Si -5.439 0.004 9.51 -0.002 0 -0.002
Si -2.718 2.724 9.529 -0.003 0.002 0.007
Si -5.442 5.433 9.522 0.005 0.003 0
Si -2.722 8.159 9.514 0 -0.004 0.001
Si -5.446 -5.447 9.518 0.011 -0.005 -0.003
Si -2.73 -2.72 9.525 -0.004 0.009 -0.001
Si 1.356 -1.36 10.886 0.009 0.002 0.002
Si 4.087 1.364 10.875 -0.005 -0.005 -0.001
Si 1.359 4.08 10.879 -0.009 -0.003 0.003
Si 4.082 6.798 10.88 -0.003 0.002 -0.003
Si 1.361 9.52 10.878 0 0.003 0
Si 4.079 -4.079 10.882 -0.004 -0.001 -0.004
Si 6.803 -1.359 10.879 0 -0.001 -0.002
Si -6.799 1.358 10.875 0.002 0.001 0.002
Si -9.516 4.074 10.874 -0.003 0.01 0.002
Si 9.518 6.792 10.881 -0.002 0 0.001
Si 6.8 9.521 10.886 0.005 -0.005 -0.003
Si 9.52 -4.077 10.879 0.006 -0.001 0.001
Si -4.087 -1.355 10.882 0.006 -0.006 0.005
Si -1.361 1.36 10.884 -0.006 0.001 0.001
Si -4.083 4.077 10.886 0.002 0.005 0.003
Si -1.359 6.799 10.869 -0.003 0.005 -0.004
Si -4.081 9.519 10.876 -0.006 -0.005 -0.002
Si -1.363 -4.076 10.881 0.004 -0.003 -0.001
Si 2.726 0.001 12.228 -0.009 -0.002 -0.002
Si 5.449 2.713 12.24 -0.002 -0.001 0
Si 2.723 5.436 12.24 0.006 0.006 0.002
Si 5.444 8.155 12.243 -0.001 0.008 -0.001
Si 2.718 10.885 12.24 0.006 0.001 0.002
Si 5.437 -2.713 12.236 -0.007 -0.007 0.001
Si 8.165 -0.003 12.241 0.002 -0.005 0.001
Si -5.441 2.711 12.244 0.001 0.003 0.004
Si -8.159 5.428 12.239 0.001 0 0.005
Si 10.878 8.158 12.23 0.006 -0.003 0
Si 8.158 10.886 12.24 -0.006 -0.001 0.007
Si 10.874 -2.713 12.245 0.001 0.003 0
Si -2.725 0.005 12.244 0.007 0.002 0.001
Si 0.003 2.716 12.241 0.005 -0.004 0.007
Si -2.714 5.437 12.231 0.002 0.009 0.002
Si -0.006 8.161 12.234 -0.003 -0.008 -0.006
Si -2.727 -5.434 12.237 -0.004 -0.002 -0.004
Si -0.007 -2.715 12.248 -0.007 0 0.003
Si 1.372 1.351 13.591 0.014 -0.01 -0.004
Si 4.089 4.073 13.597 -0.008 -0.004 0.005
Si 1.347 6.793 13.59 -0.008 0.019 -0.001
Si 4.086 9.526 13.591 0.003 -0.011 0
Si 1.363 -4.069 13.603 0.004 -0.009 0.007
Si 4.077 -1.352 13.597 -0.005 0.008 -0.002
Si 6.802 1.345 13.605 -0.002 -0.003 0.004
Si -6.809 4.061 13.603 0.003 0.009 0.003
Si 6.804 6.787 13.6 0.001 -0.003 0.001
Si 9.519 9.518 13.59 0.012 -0.005 0.004
Si 6.8 -4.063 13.594 -0.01 0.009 0.004
Si 9.526 -1.349 13.616 0.001 -0.015 0.008
Si -4.082 1.358 13.615 -0.004 0 0.006
Si -1.366 4.069 13.598 0.002 0.002 0.004
Si -4.078 6.798 13.579 -0.005 0 -0.004
Si -1.363 9.53 13.592 -0.003 0.002 -0.001
Si -4.087 -4.075 13.603 0.005 -0.002 0.002
Si -1.368 -1.35 13.606 -0.002 0.004 0.005
Si 0.011 0.002 14.958 0.001 0.007 -0.001
Si 2.738 2.698 14.95 -0.008 0.003 -0.002
Si -0.005 5.422 14.954 0.001 0.003 0
Si 2.714 8.162 14.926 0.007 0.002 -0.005
Si -0.005 -5.424 14.954 -0.007 0.004 0.003
Si 2.716 -2.696 14.965 0.002 0.001 -0.004
Si 5.437 -0.007 14.97 0.003 -0.008 0.001
Si 8.162 2.69 14.975 -0.004 -0.007 0
Si 5.459 5.414 14.965 -0.004 0.002 0.001
Si 8.169 8.15 14.949 -0.008 0.001 -0.001
Si 5.44 10.899 14.949 0.005 0.002 0.004
Si 8.149 -2.701 14.964 -0.004 -0.003 -0.003
Si -5.435 0.008 14.994 0.004 -0.001 -0.003
Si -2.72 2.715 14.975 0.004 0.007 0
Si -5.43 5.428 14.93 0.006 -0.003 -0.003
Si -2.733 8.167 14.936 0.005 -0.003 0.002
Si -5.455 -5.436 14.956 -0.003 0.003 -0.002
Si -2.741 -2.699 14.964 0 0 0.003
O 2.746 -5.946 25.123 -0.402 -0.251 0.353
O 8.05 -8.123 -0.452 0.092 0.158 -0.489
O 1.558 -7.38 -1.358 -0.338 -0.155 -0.405
O -5.244 7.236 24.939 0.215 -0.466 -0.181
O 6.879 -1.152 23.335 0.411 0.3 0.142
O -3.637 4.347 23.217 0.379 0.53 0.124
O 5.369 5.512 -0.339 -0.132 -0.058 -0.523
O 0.046 8.151 22.006 0.082 0.15 0.442
O 3.419 -4.496 23 0.154 0.121 0.44
O -6.64 7.642 22.842 -0.016 0.252 0.204
O -2.307 5.43 25.22 0.047 -0.11 0.399
O 2.091 -2.32 -4.437 0.153 -0.159 0.109
O -5.364 -5.333 -0.477 0.073 -0.182 -0.291
O -2.694 -5.438 22.116 -0.266 -0.002 0.274
O 0.96 -0.822 -1.327 0.316 0.336 -0.1
O -2.231 -3.062 -5.927 0.309 -0.065 -0.226
O 5.464 0.005 -0.383 -0.08 -0.089 -0.346
O 5.353 8.081 22.039 -0.175 0.042 0.033
O 2.716 -2.679 -0.553 -0.053 0.052 -0.47
O 6.729 -2.05 -5.706 -0.177 0.425 -0.167
O -0.069 -5.529 -0.384 -0.186 -0.113 -0.29
O 3.535 7.206 -1.108 -0.264 -0.019 -0.242
O 3.409 0.06 -4.217 0.187 0.104 0.518
O 3.918 4.219 24.275 -0.009 -0.135 0.074
O -5.355 -0.141 -0.223 0.036 -0.049 -0.074
O -1.885 0.953 23.103 -0.132 -0.669 0.172
O -4.456 -0.965 23.274 0.388 -0.23 0.354
O 7.019 1.088 -5.973 -0.347 0.129 0.002
O -2.727 2.77 -0.346 0.022 0.162 -0.743
O 2.854 0.15 22.219 -0.007 0.123 0.192
O 7.232 -2.847 -3.289 -0.151 -0.532 -0.12
O -6.495 0.79 23.202 -0.579 0.043 0.414
O 6.319 3.89 23.18 0.201 0.063 0.389
O -4.26 7.511 -1.949 -0.13 -0.21 0.296
O -0.631 5.423 -5.863 -0.048 -0.137 0.805
O -3.838 -2.052 -1.181 -0.247 -0.348 -0.486
O 6.297 -6.359 -1.322 0.336 0.211 -0.194
O -1.875 0.227 25.625 0.322 -0.412 -0.209
O 3.57 6.245 22.653 -0.364 0.232 0.265
O 0.093 5.489 -0.53 -0.092 0.163 -0.534
O -4.314 -4.715 24.608 0.119 -0.151 -0.109
O 2.428 6.323 24.932 0.384 0.356 0.109
O -4.402 2.312 -2.5 0.424 -0.519 0.368
O 7.588 -0.667 25.803 -0.343 0.52 0.484
O -6.115 -6.673 24.588 -0.422 -0.009 0.586
O 7.777 7.465 -4.078 -0.174 -0.036 0.393
O -8.06 5.859 -5.963 0.23 0.605 0.113
O -5.883 -5.354 -6.216 -0.394 0.107 0.263
O -4.882 4.34 -0.97 -0.477 0.268 -0.049
O -1.574 -7.639 -5.85 -0.036 -0.242 -0.254
O -3.468 1.653 -6.997 -0.389 0.534 0.037
O 5.302 -2.839 22.226 0.019 0.03 0.134
O -5.389 2.05 -4.972 -0.093 -0.35 -0.573
O -5.388 2.792 22.106 0.121 0.194 0.277
O -3.03 1.213 -4.412 0.262 -0.328 0.306
O 5.76 6.696 -5.651 -0.261 -0.502 -0.118
O -4.308 -7.46 22.914 0.09 -0.272 0.358
O -1.817 6.63 22.975 -0.3 -0.142 0.017
O -7.014 1.246 -1.46 -0.222 0.253 -0.453
O -3.878 4.739 -3.332 0.782 0.298 0.054
O -3.139 6.074 -5.438 0.025 0.56 0.001
O 6.413 2.368 -3.741 -0.338 -0.092 0.065
O -6.645 -4.393 25.84 0.192 0.511 0.291
O 6.407 -0.301 -3.795 -0.449 0.049 0.249
O -7.224 -1.261 -2.377 0.526 -0.125 -0.234
O 2.547 7.504 -3.435 0.293 -0.437 0.042
O -6.598 6.564 -1.557 -0.053 -0.345 -0.327
O -0.895 1.094 -1.289 -0.159 0.357 -0.455
O -1.065 1.139 -5.919 0.071 0.106 -0.497
O 2.138 3.922 -1.34 0.173 0.054 -0.213
O -2.223 2.822 24.889 0.457 0.356 0.377
O -1.723 7.304 -1.276 0.018 -0.114 -0.526
O -2.352 -7.636 -3.386 0.508 -0.235 -0.051
O 1.006 -7.734 -5.171 -0.094 0.398 0.116
O -2.095 -5.351 -4.642 0.421 -0.168 -0.017
O -3.48 -0.954 -6.978 0.181 0.306 0.565
O -0.048 2.736 22.257 0.009 0.027 0.413
O 1.859 6.151 -5.703 0.336 -0.498 0.164
O -1.015 -3.313 22.731 0.188 0.585 0.049
O 7.462 -5.625 25.396 0.08 -0.045 0.016
O 3.543 8.127 -5.824 -0.198 0.454 -0.396
O 1.44 -1.636 23.267 0.035 -0.218 0.069
O -4.154 1.153 24.588 -0.025 0.441 0.57
O 6.676 5.009 -3.901 -0.181 0.182 0.004
O -2.872 -3.136 -3.4 -0.524 0.161 -0.16
O -7.255 -3.699 -1.414 -0.255 -0.045 -0.242
O 6.872 3.788 -1.547 0.399 -0.402 -0.371
O 4.696 -4.336 25.706 0.228 -0.052 0.107
O -2.533 8.066 25.093 -0.057 0.321 -0.412
O -5.473 -2.77 21.87 0.108 -0.035 -0.107
O 5.856 -7.028 -5.802 0.185 0.083 -0.095
O 0.945 -3.673 -6.454 0.339 0.014 -0.017
O -0.15 7.018 24.984 0.255 0.02 -0.081
O 1.446 -0.232 25.55 -0.101 0.064 -0.183
O -4.448 3.949 25.719 -0.544 -0.096 -0.171
O 2.742 -2.508 25.417 0.053 -0.17 0.193
O 3.898 -6.819 -2.332 -0.213 0.16 -0.165
O 4.603 1.907 23.176 0.224 -0.195 0.341
O 4.699 -2.237 -3.983 -0.11 -0.25 0.317
O 0.773 2.332 26.096 0.098 0.008 -0.494
O 7.926 -6.26 -4.334 0.189 0.483 0.115
O -6.661 -4.554 23.226 -0.516 0.087 0.185
O 7.222 -6.747 23.037 0.542 0.078 0.144
O 1.587 4.579 23.124 -0.422 -0.152 0.454
O -4.081 -7.02 -5.263 -0.041 0.055 0.09
O -6.338 3.85 -3.346 -0.313 0.297 0.193
O 4.519 -4.424 -1.4 -0.032 0.424 -0.214
O 0.116 -1.231 -5.76 -0.526 0.128 -0.516
O -6.488 -7.574 -3.031 0.077 0.378 0.117
O 2.465 2.399 -3.441 -0.266 0.333 -0.048
O -4.827 -3 -6.302 -0.05 -0.009 0.385
O 5.265 -1.797 25.396 -0.214 0.402 -0.123
O -0.346 -3.363 -4.211 0.268 -0.019 0.834
O 5.556 -5.385 -3.681 -0.165 0.298 -0.279
O 0.898 -4.65 23.838 -0.042 0.015 0.047
O 3.732 -1.482 -6.298 -0.161 -0.395 -0.278
O -1.561 -4.733 24.738 0.07 -0.538 -0.298
O -6.122 -0.425 25.417 0.194 -0.149 0.336
O 8.146 5.537 22.239 0.128 -0.145 0.219
O -0.044 0.207 -3.571 0.012 0.066 0.034
O 7.54 -3.106 24.969 0.302 -0.145 -0.282
O -7.673 0.934 -3.904 0.173 0.598 -0.242
O -7.438 -3.303 -6.513 0.005 0.597 0.363
O 0.057 -2.548 25.129 -0.398 0.115 0.487
O 3.65 2.328 -5.779 0.04 0.367 0.394
O -5.282 0.062 -3.289 0.173 -0.62 0.089
O -5.451 6.659 -4.056 -0.205 0.223 -0.455
O 0.19 -6.204 -7.085 -0.29 -0.006 0.122
O -5.259 4.59 -5.596 0.052 -0.158 -0.457
O -2.342 3.532 -5.716 -0.099 -0.017 0.158
O 1.428 1.077 -5.523 -0.011 0.262 -0.392
O -3.151 -6.737 -1.049 0.202 0.303 0.057
O 7.107 -2.036 -0.884 -0.102 -0.276 -0.074
O 5.209 -6.728 24.714 -0.32 -0.594 -0.366
O 7.34 8.123 25.315 -0.106 -0.474 -0.261
O 2.053 -6.71 22.753 0.48 -0.404 0.289
O 4.511 3.889 -2.716 -0.182 0.238 -0.025
O -6.637 -7.73 -5.659 0.099 -0.669 -0.418
O -1.507 -1.329 -2.03 0.175 0.136 -0.296
O 6.651 -4.626 -5.971 -0.35 -0.11 -0.03
O 3.747 1.828 -1.246 0.015 -0.201 -0.206
O -7.513 3.366 -5.875 -0.423 -0.655 0.243
O 5.667 2.769 25.502 0.32 -0.412 -0.057
O -1.829 -3.782 -1.147 -0.088 -0.352 -0.215

Results
total energy: -101656.002 eV
total energy less fixed offsets of O -438.25, Si -107.07 eV per atom: -2.802 eV
